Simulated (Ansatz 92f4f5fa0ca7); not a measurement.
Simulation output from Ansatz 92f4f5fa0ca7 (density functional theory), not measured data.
Periodic cell of 237 atoms, Si146O90As1, from a study of silicon, its oxide and their interface. The atomic structure is a simulated model.
Doubt: the cutoff is far below the 930 eV that the study's wrapper takes by default for these files, so forces and energies are approximate.
This geometry differs little from another in the collection (a relaxation step or a small displacement).

Settings
functional: PBE
potential files: Ansatz PAW
basis: plane waves
wave-function cutoff: 580 eV
density cutoff ratio: 5
exchange-correlation grid ratio: 1
k mesh: 1 x 1 x 1, Gamma-centred
self-consistency stop: 5e-08 eV per atom in the density residual
occupations: fixed
spin: none
net charge: +1 e, with a uniform compensating background and no finite-size correction

Cell vectors (angstrom)
a 11.6015 0 0
b 0 10.938 0
c 0 0 32.0622

Atoms: element, x, y, z (angstrom)
Si -0.185 -0.056 23.2523
Si 3.6856 0.2068 23.076
Si 7.5558 -0.1413 23.4445
Si 1.7023 1.3783 23.4006
Si 5.7491 1.4062 23.1628
Si 9.4474 1.2224 23.347
Si 0.1595 5.2874 23.4532
Si 4.0468 5.2489 23.3862
Si 8.134 5.5546 23.5566
Si 2.1282 6.6061 23.3299
As 5.9702 6.7295 23.6016
Si 10.0548 6.8991 23.5781
Si 1.9041 2.6529 25.379
Si 5.841 2.638 25.236
Si 9.6377 2.6768 25.2537
Si 11.6013 4.0029 25.391
Si 3.9037 3.9532 25.3393
Si 7.7414 4.0796 25.3704
Si 1.9699 8.1489 25.1769
Si 5.7705 8.2454 25.4637
Si 9.7174 8.2627 25.4322
Si 11.6411 9.5717 25.2454
Si 3.8482 9.6067 25.0522
Si 7.7149 9.5481 25.4206
Si 11.6532 -0.0111 27.2027
Si 3.9095 -0.0531 27.1222
Si 7.7678 -0.0113 27.3162
Si 1.991 1.3123 27.2875
Si 5.8373 1.3248 27.2033
Si 9.7009 1.3384 27.2145
Si 11.597 5.4686 27.2396
Si 3.8443 5.4225 27.2208
Si 7.7279 5.4687 27.2816
Si 1.9383 6.8264 27.1642
Si 5.7645 6.7857 27.3074
Si 9.6667 6.8241 27.2972
Si 1.949 2.7208 29.1916
Si 5.8007 2.7245 29.1294
Si 9.6861 2.7298 29.1495
Si 0.0184 4.098 29.1668
Si 3.8688 4.0906 29.177
Si 7.7398 4.0867 29.1941
Si 1.9439 8.1905 29.1158
Si 5.7995 8.1936 29.207
Si 9.6792 8.1956 29.2219
Si 0.0111 9.5618 29.1481
Si 3.8762 9.5615 29.1131
Si 7.7424 9.5482 29.2242
Si 0.0062 0.0026 31.0937
Si 3.8647 0.0091 31.0667
Si 7.7346 0.0128 31.1259
Si 1.9335 1.3726 31.1262
Si 5.7998 1.3719 31.0692
Si 9.6734 1.3667 31.0954
Si 0.0161 5.4706 31.0983
Si 3.8726 5.4791 31.1053
Si 7.7471 5.4693 31.1294
Si 1.9427 6.8462 31.0721
Si 5.8093 6.831 31.1305
Si 9.6846 6.8301 31.1497
Si 1.9347 2.7558 0.995
Si 5.7995 2.7542 0.9316
Si 9.6712 2.7397 0.9734
Si -0.0074 4.1128 0.9671
Si 3.8685 4.1207 0.983
Si 7.7436 4.1127 1.0033
Si 1.9342 8.2218 0.9463
Si 5.8003 8.2334 0.9747
Si 9.6728 8.2267 1.0113
Si 0.0023 9.5952 0.9851
Si 3.8632 9.5956 0.9624
Si 7.741 9.5844 0.9941
Si 11.6134 0.0413 2.9241
Si 3.8596 0.0291 2.9175
Si 7.744 0.0303 2.9102
Si 1.9384 1.4076 2.9348
Si 5.8144 1.373 2.838
Si 9.6648 1.3919 2.9254
Si 11.5692 5.5116 2.8734
Si 3.8804 5.5046 2.9162
Si 7.741 5.5216 2.9258
Si 1.9175 6.8304 2.8609
Si 5.8124 6.868 2.8941
Si 9.6637 6.9079 2.9778
Si 1.9152 2.8404 4.8289
Si 5.8384 2.7319 4.7479
Si 9.6001 2.8048 4.836
Si 11.5435 4.1401 4.7815
Si 3.9205 4.1058 4.829
Si 7.7185 4.2131 4.8898
Si 1.8905 8.1555 4.8035
Si 5.8112 8.2671 4.7926
Si 9.664 8.3314 4.9166
Si 11.636 9.6605 4.8888
Si 3.8208 9.4931 4.7922
Si 7.7236 9.6852 4.8951
Si 11.5971 0.2385 6.7798
Si 3.7533 -0.0473 6.6623
Si 7.7124 0.0645 6.918
Si 2.0484 1.5101 6.7646
Si 5.7121 1.2821 6.6266
Si 9.6454 1.5259 6.8335
Si 11.5268 5.5041 6.7002
Si 3.9827 5.4412 6.7979
Si 7.7406 5.6788 6.8369
Si 1.9747 6.6486 6.6567
Si 5.8138 6.9828 6.7527
Si 9.758 7.0461 6.9192
O 10.0033 7.9742 8.3057
O 7.6608 9.941 8.2236
O 7.4081 4.7396 8.1702
O 3.3675 10.3536 8.2092
O 2.0214 7.5591 8.0292
O 4.0007 4.5948 8.2514
O 9.7768 2.4562 8.2165
O 2.6143 2.3484 8.12
O 11.3871 4.5749 8.0652
O 5.3599 2.3865 7.8094
O 5.8118 7.9944 8.0827
O 11.3115 10.315 8.1521
O 11.2722 10.1099 21.77
O 3.2648 10.7078 21.5065
O 5.6125 7.8324 22.2107
O 4.297 4.5031 21.9311
O 7.6624 9.6235 22.2366
O 10.3888 7.6807 22.1649
O 1.6465 2.4277 22.1147
O 5.9559 2.4485 21.8631
O 8.3842 4.681 22.1978
O -0.1082 4.4153 22.0467
O 2.2888 7.3769 21.8887
O 9.1241 1.8735 21.8546
Si 1.9111 7.7899 9.6152
Si 5.043 0.5902 17.6583
Si 2.4819 5.4057 14.0202
Si 10.5424 3.8683 14.0325
Si 8.2756 2.3709 15.2537
Si 9.569 2.2089 20.3242
Si 10.5109 3.6515 9.0753
Si 0.0356 2.3199 11.5627
Si 11.0113 8.1387 15.4103
Si 5.1624 6.9251 13.9907
Si 5.7544 2.6186 11.1168
Si 8.5775 7.6422 19.4052
Si 8.1463 4.8284 20.5832
Si 5.9191 9.578 15.1851
Si 2.1027 7.6534 20.2935
Si 1.901 4.8949 18.7674
Si 4.4769 3.4429 17.9932
Si 8.4807 8.9135 16.8299
Si 0.8236 9.4879 13.3112
Si 9.911 10.6577 11.7228
Si 5.381 3.7059 20.9712
Si 0.5657 5.5126 16.2498
Si 10.7842 9.1551 9.1533
Si 6.5402 8.863 21.3202
Si 7.1105 7.1146 11.4888
Si 2.6721 0.7347 12.2242
Si 10.9009 8.708 21.0043
Si 6.0356 4.3243 15.6304
Si 7.0794 0.4843 12.9699
Si 4.0597 2.987 8.5948
Si 0.873 6.7512 11.9077
Si 6.5663 9.0571 9.0789
Si 0.6663 3.2806 21.1373
Si 9.7863 6.5269 12.8993
Si 7.7221 4.5402 9.7565
Si 4.0126 10.0662 20.186
Si 4.258 3.0355 13.5243
Si 3.8507 10.0148 9.7401
Si 8.0528 0.7684 18.0175
O 11.4966 3.246 12.8841
O 9.3473 4.4746 9.8863
O 8.8533 3.5857 19.8463
O 4.0532 -0.0579 18.7901
O 11.2968 4.5327 15.3068
O 9.8509 9.7997 10.326
O 3.7737 1.5266 13.1387
O 0.6308 9.0741 14.8795
O 6.4738 1.0152 18.3564
O 4.7319 3.1681 19.5958
O 6.2516 1.1825 11.7401
O 0.5462 8.6466 9.8779
O 5.6264 4.325 17.2266
O 8.4328 7.2252 12.4037
O 4.4111 2.6334 10.1526
O 2.057 5.6206 15.5797
O 3.3663 0.062 10.9208
O 5.8754 7.2145 12.5467
O 2.2832 6.3643 19.344
O 0.6217 4.9236 17.7696
O 8.4165 10.6986 12.373
O 5.4703 10.0856 9.6948
O 0.6 8.2506 20.1435
O 9.7515 2.6009 14.654
O 1.9956 10.5977 13.2362
O 9.9391 9.0931 16.1572
O 6.1444 10.3347 13.7557
O 7.4355 1.5815 14.1173
O 1.6301 3.9558 20.0506
O 5.9201 5.7906 14.9168
O 7.3394 8.9359 15.6865
O 1.5134 1.6791 11.6148
O 7.188 8.294 10.3675
O 4.3045 1.9891 17.2659
O 7.0377 3.167 10.2841
O 11.5447 7.0044 16.4398
O 8.2242 10.1147 17.8681
O 3.2697 8.5356 10.1016
O 7.5791 3.8158 15.5467
O 3.1151 4.2966 17.8943
O 2.8914 3.8793 13.6873
O 1.3375 8.2077 12.4625
O 1.1983 5.6819 13.0738
O 4.9717 8.2943 14.8658
O 11.1939 2.3429 20.3445
O 10.9754 9.9921 12.7583
O 5.2902 3.5756 12.3656
O 5.075 3.2057 14.9193
O 6.5181 4.7858 20.4861
O 8.4359 1.5312 16.6402
O 10.4144 1.2442 11.4533
O 10.8665 6.6354 11.674
O 3.275 8.6708 19.8343
O 1.7071 6.446 10.5309
O 7.1607 8.0617 20.0763
O 8.448 7.5737 17.7822
O 3.6734 6.4143 13.6257
O 9.5473 4.9752 13.3473
O 5.5539 9.974 20.7008
O 10.3024 7.3806 14.1699
O 8.8587 6.1394 19.9663
O 7.0802 5.7161 10.6649
O 5.2764 10.5483 16.359
O 9.0543 1.1187 19.2526
O 11.5862 3.1591 10.1745
O 9.7093 8.7172 19.8971

Results
free energy: -148856.852 eV
free energy less fixed offsets of As -4856.12, O -568.88, Si -635.61 eV per atom: -2.472 eV

Forces (eV/angstrom), in the order of the atoms: element, x, y, z
Si 0.0001 -0.001 0.0015
Si 0.006 -0.0039 0.0055
Si 0.0022 0.0008 0.0075
Si -0.0013 0.0057 0.0002
Si 0.0006 0.0056 -0.0011
Si 0.0038 0.0019 0.004
Si -0.0032 -0.0143 0.0105
Si 0.0031 0.007 0.0041
Si 0.0019 -0.0074 -0.0112
Si -0.0034 0.0067 -0.0035
As -0.0061 0.0112 -0.0148
Si 0.0036 0.011 -0.0003
Si 0.0004 -0.0013 -0.0036
Si -0.0011 -0.0004 -0.0012
Si 0.0014 0.0016 -0.0024
Si 0.0004 0.0015 -0.0053
Si 0.0018 -0.0037 0.0014
Si -0.0006 0.0016 0.0009
Si 0.003 -0.0039 -0.0005
Si 0.002 0.002 -0.0048
Si -0.001 -0.0068 -0.0005
Si 0.0015 0.0032 -0.0009
Si -0.009 0.0043 0.0023
Si -0.0017 0.0075 -0.003
Si -0.002 -0.0002 -0.005
Si 0.0021 -0.0031 -0.0039
Si 0.0002 -0.0036 0.0014
Si 0.0055 -0.0006 0.0038
Si 0.0011 -0.0007 0.0021
Si -0.0027 0.0015 0.0029
Si 0.0015 -0.0031 -0.0001
Si 0.0012 0 -0.003
Si 0.0018 0 -0.003
Si -0.0016 0.0029 0.0011
Si 0.0014 -0.0046 0.0032
Si 0.0008 0.0042 -0.002
Si -0.0017 -0.0005 -0.0018
Si 0.0011 0.0001 -0.0005
Si -0.0014 -0.0022 -0.0007
Si 0.0002 0.0018 0.001
Si 0.0015 -0.0012 0.0029
Si 0.0006 0.0001 0.0004
Si 0.002 0.0016 -0.0018
Si 0.0007 0.0072 -0.002
Si 0.0005 0.0016 -0.0014
Si 0.0001 -0.0006 0.001
Si 0.0009 0.0004 0.0013
Si -0.002 0.0016 -0.0031
Si 0.0001 -0.0004 -0.0007
Si 0.0004 -0.0019 -0.0007
Si 0.0003 -0.0017 -0.0006
Si 0.0005 0.0008 0.0007
Si -0.001 0.0003 0.0001
Si 0.0003 0.0023 0.0001
Si -0.0001 -0.001 0.0006
Si 0.0003 -0.0006 -0.0001
Si -0.0007 0.0008 -0.0007
Si -0.0001 -0.0003 -0.0007
Si 0.0005 -0.0045 -0.0005
Si -0.0002 -0.0004 -0.001
Si -0.0004 0.001 -0.0008
Si 0.001 0.0012 -0.0001
Si -0.0008 0 -0.0003
Si 0.0014 0.0003 -0.0002
Si -0.0005 0.0003 -0.0005
Si -0.0009 -0.0013 -0.0004
Si -0.0003 -0.0001 0.0008
Si -0.0004 0.0021 -0.0004
Si 0.0003 0.0003 -0.0011
Si -0.0003 -0.0001 -0.0003
Si 0 0.001 0.0001
Si -0.0006 0.0011 0.0004
Si 0.0001 0.0007 0.0012
Si 0.0002 0.0001 0.0007
Si -0.0003 0 0.0007
Si 0.0001 -0.0007 0
Si -0.0005 -0.0006 -0.0003
Si -0.0001 -0.0003 -0.0002
Si 0.0003 -0.0002 -0.0003
Si -0.0003 -0.0009 0.0002
Si -0.0001 0.0001 0.0005
Si 0 0.0003 0
Si -0.0002 -0.0017 0.0008
Si -0.0006 -0.0003 0.0016
Si -0.0003 0.0005 -0.001
Si -0.0008 0.0011 -0.001
Si 0.0005 -0.0001 0
Si -0.0014 0.0001 0.0001
Si -0.0003 0.0002 -0.0003
Si -0.0006 -0.0005 0.0005
Si 0.0011 0.0013 -0.0003
Si 0.0012 0.0021 -0.0012
Si 0.0004 0.0011 -0.0003
Si 0.0007 -0.0001 -0.0001
Si 0.0006 -0.0003 -0.0007
Si 0.0005 -0.0007 -0.0006
Si -0.0005 -0.0012 -0.0005
Si -0.0002 0.002 -0.0034
Si -0.0001 -0.0013 0.0005
Si 0.0013 0.0001 -0.0013
Si -0.0021 0.0018 -0.0003
Si -0.0006 0.0021 -0.0019
Si 0.0004 -0.0006 -0.0025
Si 0.0017 0.001 -0.0007
Si -0.0003 0.0002 0.0011
Si -0.0006 0 0.0004
Si -0.0011 -0.0007 -0.0013
Si 0.0002 0.0008 -0.0004
O 0.0002 0.0002 0.0017
O -0.001 -0.0017 0.0021
O -0.0008 0.0009 0.0018
O -0.0014 -0.0018 0.0039
O -0.0014 0 0.0038
O -0.0004 -0.0001 0.002
O 0.0001 0.0016 0.0021
O 0.0008 0.0007 0.0026
O -0.0016 -0.0019 0.0035
O -0.0005 0.0007 0.0022
O 0.0008 0.0002 0.0009
O -0.0021 -0.0016 0.0027
O 0.0001 -0.004 -0.0025
O -0.0038 -0.0035 -0.0068
O 0.0017 -0.0157 0.0393
O 0.0073 -0.0045 -0.0088
O 0.0019 -0.0045 -0.0068
O 0.0102 0.0052 -0.0103
O -0.0063 0.0026 -0.0046
O 0.0003 0.0024 -0.0067
O -0.0091 0.0083 -0.0212
O 0.0044 -0.0061 -0.0026
O -0.0006 -0.0024 -0.0061
O 0.0025 0.0024 -0.0142
Si 0.0003 0.0001 -0.0041
Si -0.0063 0.0029 0.013
Si -0.0019 0.0003 0.0043
Si -0.0015 0.0003 0.0052
Si 0.0033 -0.0018 0.0074
Si -0.0026 0.0056 0.0164
Si 0.0002 -0.0005 -0.0041
Si -0.0008 0.0054 0.0011
Si -0.0031 0.0002 0.0068
Si 0.0001 -0.001 0.0042
Si 0.0002 0.0023 -0.0001
Si -0.0174 0.0015 0.0168
Si -0.0021 -0.0145 0.0272
Si -0.0002 0.001 0.0063
Si 0.0001 0.0105 0.0105
Si -0.0007 -0.0067 0.0136
Si 0.0012 0.0012 0.0142
Si 0.0003 0.0022 0.0065
Si -0.0022 -0.0014 0.0039
Si 0.0005 0.0001 0.0009
Si -0.0107 0.0015 -0.0003
Si -0.0015 -0.0002 0.0071
Si 0.0009 0.0009 -0.0036
Si 0.0084 -0.0126 -0.0004
Si -0.0003 -0.0005 0.0014
Si -0.0004 0.0005 0.0006
Si -0.0074 -0.0053 0.0133
Si 0.0006 -0.0026 0.0105
Si -0.0007 0.0004 0.0055
Si 0.0002 -0.0016 -0.0042
Si -0.0015 0.001 0.0003
Si -0.0004 -0.0001 -0.0042
Si 0.0035 -0.0008 -0.0002
Si -0.0003 0.0009 0.0045
Si 0.0016 0 -0.0029
Si -0.009 0.0066 0.0072
Si 0.0005 0.001 0.0046
Si -0.0015 -0.001 -0.0027
Si 0.0012 -0.0087 0.0051
O -0.0016 -0.0002 -0.0048
O 0 -0.0002 0.0012
O -0.0002 0.0036 0.0049
O 0.0072 0.0069 -0.0176
O -0.0022 -0.0003 -0.0045
O -0.0008 0.0002 0.0006
O -0.0005 -0.0009 -0.0014
O 0.0002 0.0012 -0.0023
O 0.0036 -0.0005 -0.0067
O 0.0065 0.0086 0.0088
O 0.0001 -0.0006 0.0006
O -0.0004 0 0.0007
O 0.0005 0.0007 -0.0097
O -0.0036 0.001 -0.0015
O -0.0001 -0.0001 -0.0007
O -0.001 -0.0021 -0.0055
O -0.0014 0.0003 0
O 0.0013 -0.0003 -0.0014
O -0.0004 -0.0062 -0.01
O -0.0007 0.0029 -0.0063
O -0.0018 0.0008 0.0004
O -0.0016 0.0001 0.0008
O 0.0078 -0.0015 -0.0013
O -0.0106 0.0001 -0.0021
O 0.0001 0.0006 -0.0007
O -0.0023 -0.0036 -0.0016
O 0.0013 0.0016 -0.0036
O 0.0004 -0.0034 0.0003
O -0.0064 0.0024 -0.0035
O -0.0005 0.0011 -0.003
O 0.0028 0 0.0005
O -0.0023 0.001 0.0009
O -0.0005 -0.0001 0.0007
O 0.003 -0.0081 -0.0014
O -0.0009 0 0.0017
O -0.0001 -0.0005 -0.0034
O -0.0022 0.0121 -0.0058
O -0.001 0.0013 0.0005
O -0.0013 -0.0038 -0.0003
O -0.0026 -0.0001 -0.003
O -0.0003 0.0014 -0.0014
O -0.0009 -0.0006 0.0005
O 0.0009 0.0005 0.0007
O 0.0005 -0.0007 -0.0011
O 0.0022 0.0041 0.0017
O -0.0002 0.0004 -0.0005
O -0.0002 -0.0001 -0.0009
O -0.0015 -0.001 -0.0035
O 0.0118 -0.0164 -0.0033
O -0.0021 0.0029 -0.0097
O -0.0005 0.0001 0.0001
O -0.0005 0.0003 0.0001
O -0.0043 -0.0132 0.002
O -0.0013 0 0.0017
O 0.0228 -0.0113 -0.0099
O 0.0002 0.0004 0.0005
O -0.001 -0.0017 0.0016
O -0.0001 0.002 -0.0005
O 0.0067 0.0108 -0.008
O -0.0017 0.0002 -0.0016
O -0.0017 0.0097 -0.0101
O 0.0006 0.0027 0.003
O 0.0012 -0.0014 -0.0047
O -0.0035 -0.0036 -0.006
O 0.0004 -0.0027 0.003
O 0.0021 -0.0012 -0.0011

The program warned: the cutoff lies below the one the program advises for these potential files; the forces do not sum to zero within the program's tolerance; the exchange-correlation potential is rough where the density is thin.
